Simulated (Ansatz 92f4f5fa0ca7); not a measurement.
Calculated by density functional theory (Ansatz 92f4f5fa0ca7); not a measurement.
Periodic cell of 215 atoms, Si131O82As2, from a study of silicon, its oxide and their interface. The atomic structure is a simulated model.
Doubt: the cutoff is far below the 930 eV that the study's wrapper takes by default for these files, so forces and energies are approximate.
This geometry differs little from another in the collection (a relaxation step or a small displacement).

Settings
functional: PBE
potential files: Ansatz PAW
basis: plane waves
wave-function cutoff: 580 eV
density cutoff ratio: 5
exchange-correlation grid ratio: 1
k mesh: 1 x 1 x 1, Gamma-centred
self-consistency stop: 5e-08 eV per atom in the density residual
occupations: fixed
spin: none
net charge: 0

Cell vectors (angstrom)
a	10.938	0	0
b	0	10.938	0
c	0	0	31.5432

Atoms: element, x, y, z (angstrom)
Si	10.4179	0.5571	24.3789
Si	6.0403	10.4888	24.1648
Si	1.9717	3.1952	24.1282
Si	8.6933	2.2358	24.3266
Si	0.452	5.0673	24.2027
Si	5.0843	5.998	24.2316
Si	3.3763	7.6766	24.206
Si	7.8294	8.8338	24.0188
Si	1.3207	1.4462	25.4901
Si	6.9084	1.2869	25.4808
As	4.0825	4.0132	25.2166
Si	9.6489	4.0786	25.4249
Si	1.4646	6.8433	25.3569
Si	6.9162	6.9691	25.2712
Si	4.2332	9.5296	25.3533
Si	9.5102	9.6406	25.4497
Si	2.7859	-0.0055	26.6554
Si	8.2116	-0.0229	26.9561
Si	-0.0148	2.7531	26.8951
Si	5.4938	2.6888	26.7366
As	2.7669	5.4391	26.8818
Si	8.2316	5.5245	26.6375
Si	0.0269	8.2186	26.6725
Si	5.5697	8.2241	26.7825
Si	4.1003	1.3552	28.0982
Si	9.5754	1.374	28.2025
Si	1.2944	4.0416	28.2526
Si	6.8457	4.1483	28.0475
Si	4.2397	6.931	28.1704
Si	9.6022	6.849	28.0674
Si	1.3916	9.5816	28.0581
Si	6.8393	9.5581	28.2139
Si	0.0247	-0.013	29.4905
Si	5.4657	0.0038	29.5058
Si	2.7555	2.7138	29.5065
Si	8.1837	2.7537	29.4837
Si	-0.0161	5.5015	29.5086
Si	5.4913	5.4573	29.4904
Si	2.737	8.2076	29.4691
Si	8.2298	8.1791	29.497
Si	1.3673	1.3673	30.8594
Si	6.8362	1.3673	30.8594
Si	4.1018	4.1018	30.8594
Si	9.5708	4.1018	30.8594
Si	1.3673	6.8362	30.8594
Si	6.8362	6.8362	30.8594
Si	4.1018	9.5708	30.8594
Si	9.5708	9.5708	30.8594
Si	2.7345	0	0.6835
Si	8.2035	0	0.6835
Si	0	2.7345	0.6835
Si	5.469	2.7345	0.6835
Si	2.7345	5.469	0.6835
Si	8.2035	5.469	0.6835
Si	0	8.2035	0.6835
Si	5.469	8.2035	0.6835
Si	4.1171	1.3472	2.0524
Si	9.5441	1.3791	2.0411
Si	1.337	4.1259	2.0549
Si	6.8549	4.0705	2.0539
Si	4.0838	6.8551	2.0388
Si	9.5957	6.811	2.0499
Si	1.377	9.5573	2.0549
Si	6.8352	9.5681	2.066
Si	-0.0385	-0.0166	3.3513
Si	5.4662	-0.0157	3.4801
Si	2.704	2.7153	3.3478
Si	8.1875	2.6954	3.4904
Si	-0.0212	5.4661	3.5084
Si	5.4621	5.4639	3.3347
Si	2.7364	8.2009	3.4777
Si	8.2298	8.1774	3.3818
Si	1.2941	1.3647	4.6667
Si	6.8429	1.2996	4.9117
Si	4.0654	4.1128	4.6362
Si	9.5358	4.0596	4.8954
Si	1.358	6.865	4.8905
Si	6.8411	6.7979	4.679
Si	4.1083	9.5591	4.8884
Si	9.5757	9.561	4.7433
Si	2.6178	0.0355	6.0966
Si	8.229	-0.1382	6.266
Si	-0.0162	2.6452	6.196
Si	5.3797	2.7638	6.0658
Si	2.7526	5.4239	6.1353
Si	8.0969	5.4337	6.178
Si	-0.0018	8.2907	6.2308
Si	5.5677	8.145	6.1499
Si	3.4762	1.934	7.171
Si	10.0251	0.8247	7.4647
Si	1.7751	3.6516	7.3474
Si	6.2115	4.5208	7.3786
Si	4.6387	6.3022	7.2499
Si	9.1636	7.1863	7.3225
Si	0.8951	10.1507	7.515
Si	7.4101	8.8836	7.4865
O	4.5707	6.596	8.8789
O	1.4034	3.9721	8.9423
O	9.7441	6.5444	8.7428
O	1.3084	10.097	9.1462
O	6.0817	4.2149	9.0203
O	3.7202	1.593	8.756
O	7.1382	8.958	9.1383
O	9.6567	1.073	9.069
O	8.278	2.5224	22.7505
O	10.9832	5.591	22.6814
O	5.6279	0.0517	22.643
O	5.2707	5.427	22.6812
O	2.1249	2.8413	22.5063
O	3.2828	7.8409	22.5495
O	8.3687	8.7321	22.4355
O	-0.1577	11.2299	22.7917
Si	2.1589	2.9742	12.8958
Si	8.6904	1.3002	10.3558
Si	1.0657	4.4983	15.3571
Si	7.5512	5.5694	12.204
Si	2.3976	8.1779	21.2296
Si	5.4222	7.7791	12.4694
Si	9.2707	0.4549	15.5006
Si	2.9063	-0.0498	16.6618
Si	10.4753	1.1553	12.6048
Si	7.7533	2.8321	21.2574
Si	9.1413	8.7858	14.4624
Si	1.4794	4.774	10.3594
Si	4.4672	9.4834	19.1507
Si	11.0576	6.1047	21.1346
Si	6.6206	10.4445	14.8514
Si	5.3719	0.7327	21.198
Si	2.3507	9.8008	10.3785
Si	0.4165	10.6418	21.4136
Si	5.8395	5.2651	21.1673
Si	3.6482	7.0804	10.1035
Si	9.0441	5.684	14.8479
Si	3.6596	4.0883	19.1153
Si	10.019	3.6675	19.3302
Si	4.261	8.6626	15.3601
Si	0.4522	1.9205	17.1692
Si	6.7846	7.5378	19.2716
Si	5.2631	3.6203	16.7621
Si	7.7849	5.0244	17.538
Si	6.6734	9.9137	10.3763
Si	4.3846	1.0461	10.1048
Si	-0.0226	9.0858	11.9034
Si	9.0873	8.6386	20.9609
Si	4.5561	1.665	14.5939
Si	2.4329	2.0959	21.0761
Si	6.3348	3.333	10.3673
Si	3.4326	5.9143	16.7421
Si	9.8842	6.5328	10.3556
O	0.1141	2.6311	18.5993
O	2.9275	9.6286	15.5777
O	10.8426	4.7936	20.1873
O	7.5784	2.3911	9.9282
O	10.9308	5.3389	10.7998
O	6.597	6.721	12.868
O	10.3251	8.0558	10.7871
O	7.6731	9.4553	14.0035
O	8.4213	6.2054	10.9857
O	5.3246	10.5148	20.0665
O	2.1729	3.7398	11.439
O	7.96	8.5589	19.7777
O	6.203	6.7357	20.5754
O	5.5116	2.7079	15.4334
O	1.2879	0.9437	20.7319
O	6.0674	9.0419	11.6272
O	4.6178	4.9807	16.1271
O	6.6034	3.9076	17.6516
O	10.5441	10.6665	11.8121
O	5.5828	0.4973	14.001
O	8.0126	5.1082	15.9424
O	9.74	9.8168	15.5897
O	-0.3996	5.1418	15.1437
O	1.5543	6.8353	20.8057
O	1.4953	0.6348	17.1838
O	6.5735	1.7801	20.8399
O	1.0186	1.7943	12.8391
O	3.2447	5.4958	18.3378
O	9.5365	2.0061	11.5768
O	1.024	3.101	16.1991
O	8.5849	5.1302	13.3871
O	10.2897	8.585	13.3164
O	1.435	9.4054	21.6886
O	10.0616	9.9466	20.6398
O	3.1805	0.2075	10.8709
O	5.0744	2.3604	10.8241
O	1.739	4.154	13.9258
O	7.9354	10.8532	10.8448
O	9.1449	4.4938	18.2352
O	5.6403	9.4918	15.7738
O	5.5401	-0.0372	9.7588
O	3.5972	2.313	13.4098
O	1.9785	5.6461	16.0611
O	9.7165	1.0417	14.0396
O	4.4036	6.9367	11.5265
O	4.7398	4.5008	20.2548
O	9.9523	1.3487	16.6521
O	6.6807	4.3046	11.64
O	5.5724	8.4063	18.601
O	9.0355	2.7449	20.2531
O	3.6037	1.1277	15.796
O	4.2283	3.0789	17.9343
O	9.9007	7.223	20.8943
O	3.3605	8.6582	9.8106
O	3.938	7.4213	16.3771
O	7.6366	0.4796	15.7033
O	8.9352	7.2982	15.0421
O	3.9135	1.4483	21.2225
O	1.6037	9.1282	11.6877
O	2.3263	6.1508	10.1701
O	7.3399	6.4639	18.171
O	7.1994	4.3682	21.1847
O	4.5548	8.2313	13.7958
O	3.3337	8.6555	19.9912
O	2.4931	3.2392	19.8942
O	3.7161	10.3427	17.9782

Results
free energy: -139625.983 eV
free energy less fixed offsets of As -4856.12, O -568.88, Si -635.61 eV per atom: -0.673 eV

Forces (eV/angstrom), in the order of the atoms: element, x, y, z
Si	-0.0368	0.0246	-0.0209
Si	-0.0447	-0.0563	-0.0266
Si	-0.0289	0.1587	-0.4204
Si	0.0522	0.0711	-0.0468
Si	-0.0052	-0.0829	0.0095
Si	-0.1362	-0.0474	-0.1345
Si	0.1059	-0.0372	-0.0635
Si	-0.0099	0.0106	-0.0202
Si	-0.065	-0.1202	0.1219
Si	-0.0081	-0.0114	0.0129
As	0.0639	-0.0302	-0.0155
Si	0.0069	0.0515	-0.0181
Si	0.0441	-0.0417	-0.0276
Si	0.0692	0.038	0.0411
Si	-0.0276	0.0046	-0.0102
Si	0.0272	-0.0521	0.0235
Si	0.0187	-0.0372	0.0382
Si	-0.0031	0.0348	-0.2021
Si	-0.0422	-0.0133	-0.1649
Si	0.0008	0.0761	0.09
As	-0.0668	0.066	-0.0373
Si	0.0128	-0.0453	0.0416
Si	0.0183	-0.0123	0.0718
Si	0.0672	0.0941	-0.1551
Si	0.0624	0.05	-0.0322
Si	0.0374	-0.0186	0.1381
Si	0.1752	0.0936	0.0454
Si	-0.0597	-0.0693	-0.0542
Si	-0.094	-0.1564	0.031
Si	0.0278	0.0394	-0.0503
Si	-0.03	-0.0364	-0.0382
Si	-0.0092	-0.0917	0.1314
Si	0.0167	-0.0209	0.0066
Si	-0.0654	0.0152	-0.0065
Si	0.0074	-0.0048	0.0257
Si	-0.0058	0.0683	-0.0136
Si	-0.0603	0.0029	0.0363
Si	0.0206	-0.0264	0.0246
Si	-0.0121	0.0509	0.0165
Si	0.0245	-0.0127	0.0158
Si	0.073	-0.076	0.1145
Si	-0.1212	0.1298	-0.0544
Si	0.1411	-0.073	0.01
Si	-0.08	0.0786	-0.0657
Si	0.0467	0.1693	-0.0624
Si	0.0993	-0.0893	0.0693
Si	-0.0986	-0.0193	-0.0525
Si	0.14	-0.0842	0.0034
Si	0.0362	-0.1185	0.0369
Si	-0.1566	0.0498	-0.0732
Si	-0.1532	0.1252	-0.0605
Si	0.0843	-0.1139	-0.0111
Si	-0.1792	0.1055	-0.0451
Si	0.0709	-0.1594	0.0741
Si	0.1793	-0.0802	0.0063
Si	-0.04	0.1266	-0.0757
Si	0.0056	-0.0068	0.0123
Si	0.0025	-0.0012	0.0098
Si	0.0031	-0.0036	0.0061
Si	0.0019	-0.0042	0.0162
Si	0.0076	0.003	0.0167
Si	0.0074	-0.0228	0.0079
Si	0.0266	-0.0122	0.0136
Si	-0.0111	0.0043	-0.0108
Si	-0.0551	0.0118	-0.1048
Si	0.0114	-0.0114	0.0248
Si	-0.0373	0.0166	-0.1258
Si	0.0125	-0.0242	0.0174
Si	0.0117	-0.0102	0.0311
Si	-0.0298	0.0364	-0.1273
Si	0.0141	-0.0154	0.0145
Si	0.0006	0.0307	-0.0774
Si	0.0209	-0.012	0.1012
Si	-0.0014	0.012	-0.037
Si	0.0146	-0.0008	0.1163
Si	-0.0043	0.0175	-0.0288
Si	-0.0092	0.0024	-0.0251
Si	0.0014	-0.0142	0.0939
Si	-0.0167	0.0015	-0.0384
Si	0.0053	-0.0042	0.0633
Si	0	0.0208	0.0285
Si	-0.0067	0.0064	-0.0101
Si	-0.013	0.0038	-0.0138
Si	-0.0212	0.0038	0.0188
Si	-0.0052	0.0078	-0.0271
Si	-0.0019	0.0168	0.014
Si	-0.0093	0.0044	0.0124
Si	-0.0026	0.0014	-0.0094
Si	0.0198	-0.0173	-0.0101
Si	0.0033	-0.0084	0.0394
Si	0.0062	0.0004	0.0432
Si	0.0039	-0.0127	0.0082
Si	0.0116	-0.0003	0.0287
Si	0.0057	-0.0103	0.008
Si	0.0088	-0.0072	0.0036
Si	0.0171	-0.0131	0.0207
O	0.0007	0.0034	-0.0143
O	-0.0062	-0.0018	-0.0329
O	-0.0032	0.0046	-0.007
O	-0.0021	0.0036	0
O	-0.0014	0.0004	0.0022
O	0.0024	0.009	0.0258
O	0.0034	0.0016	-0.0088
O	0.003	0.0026	-0.0262
O	0.0021	-0.0116	0.0533
O	0.0023	0.0132	-0.0181
O	0.0046	-0.0051	0.0398
O	0.0551	0.0258	0.0645
O	0.0128	-0.0324	0.1857
O	-0.0189	0.0137	0.0175
O	-0.0027	-0.0047	0.0179
O	-0.0061	0.0151	0.0582
Si	-0.0048	-0.0058	0.0014
Si	-0.01	0.0093	0.0072
Si	0.0001	-0.0025	0.0047
Si	-0.0047	0.0046	-0.0026
Si	0.0067	0	0.044
Si	0.003	-0.0006	0.0033
Si	0.0002	0.0029	-0.0003
Si	0.0002	-0.0018	0.0041
Si	0.0069	-0.0016	0.0076
Si	0.0008	0.0074	0.0131
Si	-0.0096	0.0008	-0.0023
Si	0.0009	-0.0048	0.0079
Si	-0.0027	-0.001	0.0149
Si	-0.0117	-0.0071	0.0468
Si	0.0044	0.0009	-0.0031
Si	-0.0174	0.0169	0.0053
Si	-0.0051	0.0085	0.0039
Si	0.0301	-0.0083	-0.0202
Si	-0.0094	0.0296	0.0248
Si	-0.0131	-0.0031	0.0112
Si	-0.0018	-0.0014	0.0071
Si	-0.0047	0.0028	0.0051
Si	0.0014	0.0058	0.0127
Si	-0.0063	0.0064	0.0021
Si	-0.0032	0.0021	0.006
Si	-0.0123	-0.0017	0.0044
Si	-0.0012	0.0004	0.0078
Si	0.0004	0.0022	0.0103
Si	-0.0193	0.0127	0.0073
Si	-0.0109	0.0105	-0.0154
Si	-0.0053	0.0055	0.0037
Si	0.0232	-0.0293	0.0054
Si	-0.0076	0.0004	0.003
Si	-0.0287	0.0201	0.081
Si	0.0122	0.0043	-0.0041
Si	-0.0024	-0.005	0.0065
Si	-0.0023	-0.0002	0.0004
O	-0.003	-0.0022	-0.0056
O	0.0016	-0.0029	0.0025
O	0.0023	-0.0001	-0.0061
O	0.0049	0.0099	0.014
O	0	0.0011	-0.0019
O	0	0.0027	-0.0024
O	0.0018	0.0024	-0.001
O	-0.0035	-0.0009	0.0009
O	-0.0007	-0.0012	0.0033
O	-0.0031	-0.001	-0.001
O	-0.0029	0.0058	-0.0064
O	0.0066	-0.0011	0.0081
O	-0.0134	-0.0346	0.0228
O	-0.0026	-0.0019	-0.0015
O	0.0089	-0.0074	0.0143
O	-0.0011	0.0111	-0.0118
O	-0.0002	0.0037	0.0027
O	0.0002	-0.0009	-0.0063
O	-0.0063	-0.0015	0.0005
O	-0.0003	0.0006	0.0021
O	0.0021	0.0025	-0.0058
O	0.0021	-0.0016	0.0032
O	-0.0062	0.0029	0.0012
O	-0.0114	0.0024	0.0044
O	0.0003	-0.0001	-0.0012
O	-0.0122	0.0035	0.0098
O	-0.006	-0.0037	0.0023
O	0.0057	0.0019	-0.0008
O	-0.0102	0.0011	-0.0112
O	-0.001	0.0046	-0.0027
O	-0.0067	0.0035	-0.0002
O	0.0012	0.002	-0.0003
O	-0.0092	0.0066	-0.009
O	-0.0135	-0.0005	0.0051
O	-0.0006	0.0048	0.0054
O	-0.0086	-0.0071	0.0009
O	-0.002	0	0.0008
O	-0.0084	0.0007	-0.0025
O	-0.0034	-0.001	-0.0013
O	0.0003	-0.0008	0.0015
O	0.0118	-0.0044	-0.01
O	-0.0018	0.0018	0.0039
O	-0.0001	-0.0015	-0.0015
O	0.0015	0.0054	-0.0008
O	-0.0038	-0.0007	-0.0088
O	0.0142	0.0123	0.0227
O	-0.0071	-0.0053	-0.0023
O	-0.0029	-0.0036	-0.0047
O	-0.003	0.0072	0.0055
O	-0.0045	0.0041	-0.0002
O	0.0033	0.0043	-0.0007
O	0.0048	0.0017	-0.0002
O	0.0111	0.0088	0.0075
O	0.0029	-0.0032	0.0022
O	0	0.0034	-0.0047
O	-0.0019	0.0014	0.0053
O	-0.0003	0.0039	0.0034
O	0.0219	-0.0171	-0.0218
O	-0.0019	0.0047	-0.0033
O	0.0075	0.0052	0.0061
O	0.0023	-0.0043	-0.005
O	-0.0045	-0.0309	0.0049
O	0.0013	-0.0027	-0.0049
O	0.0101	0.0015	-0.0044
O	0.0084	-0.0034	0.014
O	-0.0026	0.0037	-0.007

The program warned: the cutoff lies below the one the program advises for these potential files; the exchange-correlation potential is rough where the density is thin.
